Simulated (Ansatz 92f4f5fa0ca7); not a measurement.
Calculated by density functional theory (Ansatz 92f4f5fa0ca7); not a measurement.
Periodic cell of 408 atoms, Si264O144, from a study of silicon, its oxide and their interface. The atomic structure is a simulated model.
Doubt: the cutoff is far below the 930 eV that the study's wrapper takes by default for these files, so forces and energies are approximate.
This geometry differs little from another in the collection (a relaxation step or a small displacement).

Settings
functional: PBE
potential files: Ansatz PAW
basis: plane waves
wave-function cutoff: 580 eV
density cutoff ratio: 5
exchange-correlation grid ratio: 1
k mesh: 1 x 1 x 1, Gamma-centred
self-consistency stop: 5e-08 eV per atom in the density residual
occupations: fixed
spin: none
net charge: 0

Cell vectors (angstrom)
a, 15.4687, 0, 0
b, 0, 12.8259, 0
c, 0, 0, 36.3721

Atoms and the computed forces on them: element, x, y, z (angstrom), force x, y, z (eV/angstrom)
Si, 0.0058, 1.1669, 33.6904, 0.0073, -0.0025, -0.025
Si, 3.8896, 1.1661, 33.7053, -0.001, -0.0036, -0.0242
Si, 7.7652, 1.1635, 33.7166, -0.0111, 0.0029, -0.0243
Si, 11.6276, 1.1659, 33.6899, 0.0039, 0, -0.0267
Si, 1.9156, 7.579, 33.6946, -0.0017, -0.0142, -0.0223
Si, 5.7894, 7.5742, 33.7302, 0.0081, -0.003, -0.0159
Si, 9.6496, 7.5779, 33.6997, -0.004, -0.0069, -0.0153
Si, 13.5295, 7.5759, 33.6985, -0.0082, 0.0029, -0.0264
Si, 1.9336, 5.247, 34.1052, 0.0814, 0.0238, 0.0235
Si, 5.8008, 5.247, 34.1052, 0.0986, -0.0923, -0.1262
Si, 9.6679, 5.247, 34.1052, -0.0958, 0.0218, 0.0824
Si, 13.5351, 5.247, 34.1052, 0.1346, -0.0944, -0.0034
Si, 0, 11.6599, 34.1052, -0.0175, -0.0548, -0.1613
Si, 3.8672, 11.6599, 34.1052, 0.1253, 0.0608, 0.0633
Si, 7.7343, 11.6599, 34.1052, 0.0239, -0.1153, -0.146
Si, 11.6015, 11.6599, 34.1052, 0.0567, -0.007, -0.104
Si, 0, 4.664, 35.3419, -0.0177, 0.0059, -0.0079
Si, 3.8672, 4.664, 35.3419, -0.0474, -0.0233, -0.0316
Si, 7.7343, 4.664, 35.3419, 0.0138, 0.0027, 0.0047
Si, 11.6015, 4.664, 35.3419, 0.015, -0.0261, -0.0415
Si, 1.9336, 11.0769, 35.3419, -0.0122, -0.0445, -0.0444
Si, 5.8008, 11.0769, 35.3419, -0.0191, 0.0142, -0.0048
Si, 9.6679, 11.0769, 35.3419, -0.0162, -0.0417, -0.0449
Si, 13.5351, 11.0769, 35.3419, -0.0145, 0.0028, -0.0266
Si, 0, 2.332, 35.7541, -0.031, -0.0075, -0.0015
Si, 3.8672, 2.332, 35.7541, 0.0278, 0.0244, 0.0985
Si, 7.7343, 2.332, 35.7541, 0.0539, 0.032, 0.1714
Si, 11.6015, 2.332, 35.7541, 0.0694, -0.0113, -0.0145
Si, 1.9336, 8.745, 35.7541, -0.0568, 0.0159, 0.0241
Si, 5.8008, 8.745, 35.7541, -0.0064, 0.0744, 0.2462
Si, 9.6679, 8.745, 35.7541, -0.0313, 0.0238, 0.0693
Si, 13.5351, 8.745, 35.7541, 0.0098, 0.0055, 0.0489
Si, 1.9336, 1.749, 0.6188, -0.0305, -0.0064, -0.0213
Si, 5.8008, 1.749, 0.6188, -0.0071, 0.0003, 0.0038
Si, 9.6679, 1.749, 0.6188, 0.005, 0.0164, -0.0063
Si, 13.5351, 1.749, 0.6188, -0.001, 0.0138, -0.0039
Si, 0, 8.162, 0.6188, -0.0065, -0.0078, -0.0032
Si, 3.8672, 8.162, 0.6188, 0.0024, 0.0011, -0.0022
Si, 7.7343, 8.162, 0.6188, -0.0182, -0.0006, 0.0119
Si, 11.6015, 8.162, 0.6188, 0.0123, -0.0107, -0.022
Si, 0, 5.83, 1.031, 0.0161, -0.016, 0.005
Si, 3.8672, 5.83, 1.031, 0.051, -0.0064, 0.0027
Si, 7.7343, 5.83, 1.031, -0.0205, 0.0108, 0.0389
Si, 11.6015, 5.83, 1.031, -0.0082, -0.0097, -0.0077
Si, 1.9336, 12.2429, 1.031, 0.0036, 0.0333, 0.0202
Si, 5.8008, 12.2429, 1.031, 0.0108, -0.0323, -0.0202
Si, 9.6679, 12.2429, 1.031, 0.0047, 0.0144, 0.018
Si, 13.5351, 12.2429, 1.031, 0.0058, -0.007, 0.0009
Si, 1.9336, 5.247, 2.2678, -0.0446, -0.0125, 0.0855
Si, 5.8008, 5.247, 2.2678, -0.0985, -0.0687, -0.1996
Si, 9.6679, 5.247, 2.2678, 0.1231, -0.0411, -0.1189
Si, 13.5351, 5.247, 2.2678, 0.0543, -0.0182, -0.0468
Si, 0, 11.6599, 2.2678, -0.0479, -0.0012, -0.0295
Si, 3.8672, 11.6599, 2.2678, 0.0656, -0.0184, -0.1316
Si, 7.7343, 11.6599, 2.2678, -0.0437, 0.0006, -0.0404
Si, 11.6015, 11.6599, 2.2678, 0.0305, 0.0052, -0.0461
Si, 1.9336, 2.915, 2.68, 0.0237, -0.0287, -0.0332
Si, 5.8008, 2.915, 2.68, 0.0143, 0.0043, 0.0138
Si, 9.6679, 2.915, 2.68, 0.002, -0.0351, -0.0094
Si, 13.5351, 2.915, 2.68, 0.0048, -0.0093, 0.0277
Si, 0, 9.328, 2.68, 0.0045, 0.0667, 0.0703
Si, 3.8672, 9.328, 2.68, 0.0067, 0.0336, 0.0381
Si, 7.7343, 9.328, 2.68, 0.0193, 0.0484, 0.0695
Si, 11.6015, 9.328, 2.68, -0.0151, 0.02, 0.0394
Si, 0.425, -0.0695, 27.0887, -0.0162, 0.1379, -0.0127
Si, 3.4716, 0.182, 26.4121, -0.0141, -0.1376, 0.1055
Si, 7.9928, -0.0959, 27.0479, -0.0777, 0.1213, -0.042
Si, 11.1596, -0.0849, 27.0395, 0.0071, 0.123, -0.0386
Si, 2.0041, 4.0897, 27.4004, 0.0563, -0.0468, -0.0975
Si, 5.3745, 6.6365, 27.0198, 0.0315, 0.027, -0.0326
Si, 9.9714, 6.1281, 26.6796, -0.0178, 0.0972, -0.1444
Si, 13.1163, 6.6756, 27.0214, 0.0311, -0.0022, 0.0154
Si, 2.179, 6.4002, 27.271, -0.03, 0.0957, -0.0552
Si, 5.9616, 3.7289, 27.4195, 0.0113, -0.0087, -0.0662
Si, 9.9197, 3.9139, 27.4217, 0.0045, -0.1687, -0.0141
Si, 13.6307, 3.7524, 27.6828, -0.0057, 0.0127, -0.0769
Si, 0.1485, 10.4505, 27.5241, -0.0017, -0.1133, -0.0634
Si, 3.8293, 10.149, 27.3175, 0.0126, -0.1404, -0.0445
Si, 7.776, 10.4063, 27.3908, 0.042, -0.1118, -0.0905
Si, 11.5682, 10.4104, 27.2857, -0.0153, -0.0879, -0.1455
Si, 0.1766, 3.4111, 28.7642, -0.0337, 0.0233, -0.0104
Si, 3.9345, 3.5556, 28.713, 0.0376, 0.0907, -0.0329
Si, 7.9164, 3.3505, 28.6534, -0.0114, 0.016, 0.0211
Si, 11.6536, 3.4522, 28.9058, 0.0812, 0.0009, -0.0098
Si, 1.9977, 9.869, 28.8176, 0.0416, 0.0244, -0.0216
Si, 5.8145, 9.9488, 28.644, -0.0939, 0.0407, -0.004
Si, 9.6965, 9.9178, 28.7034, 0.0288, 0.0732, 0.05
Si, 13.528, 9.9275, 28.6147, 0.0534, 0.0606, 0.01
Si, 0.1034, 1.0997, 29.1521, -0.011, -0.0775, 0.0051
Si, 3.9448, 1.3049, 29.3353, 0.0387, -0.1141, -0.2463
Si, 7.8112, 1.0608, 29.1565, -0.0104, -0.0478, -0.0296
Si, 11.5947, 1.0932, 29.1387, -0.0248, -0.056, -0.0639
Si, 1.9423, 7.5755, 29.2794, 0.004, 0.0093, 0.0288
Si, 5.7532, 7.6383, 29.1376, -0.0328, 0.0088, -0.0095
Si, 9.5624, 7.6748, 29.313, 0.0006, -0.0292, -0.0861
Si, 13.4482, 7.5989, 29.1574, 0.0075, 0.0333, 0.0205
Si, 1.9915, 0.5726, 30.4536, -0.017, -0.0244, -0.019
Si, 5.8777, 0.6015, 30.4531, 0.017, -0.0178, -0.0008
Si, 9.7093, 0.5493, 30.4473, 0.0033, -0.0245, -0.0328
Si, 13.5758, 0.5416, 30.3266, -0.0263, -0.0368, 0.0006
Si, -0.0519, 6.9768, 30.3711, -0.0234, -0.0288, -0.0299
Si, 3.8884, 7.0394, 30.47, 0.0007, -0.0133, -0.0449
Si, 7.6452, 6.9817, 30.4359, -0.0293, -0.0002, 0.0219
Si, 11.5593, 7.0082, 30.4318, -0.057, -0.0075, -0.0167
Si, 0.0576, 4.6462, 30.7934, -0.0014, -0.0074, -0.0102
Si, 3.9153, 4.7071, 30.7922, -0.0004, -0.0377, 0.0337
Si, 7.7721, 4.6166, 30.7202, 0.0096, -0.0135, -0.0481
Si, 11.619, 4.6772, 30.8898, -0.0045, 0.0192, -0.0022
Si, 1.99, 11.0723, 30.8437, 0.0078, 0.0112, -0.0047
Si, 5.8196, 11.0812, 30.7572, -0.007, 0.0036, -0.0332
Si, 9.6996, 11.0597, 30.792, -0.0027, 0.0128, 0.0473
Si, 13.5435, 11.0472, 30.7353, 0.008, 0.0045, -0.0067
Si, 1.9824, 4.0956, 32.0413, 0.0131, 0.0109, -0.0194
Si, 5.8453, 4.0717, 32.0168, -0.0139, 0.0139, -0.0141
Si, 9.6623, 4.0835, 32.0537, 0.0036, 0.003, -0.0082
Si, 13.583, 4.0629, 32.0455, -0.0043, 0.0022, -0.0038
Si, 0.0068, 10.4859, 32.0176, 0.0029, -0.0031, -0.0237
Si, 3.9147, 10.4945, 32.0557, 0.002, -0.0077, -0.0191
Si, 7.7448, 10.4784, 32.0187, -0.0049, 0.0095, -0.037
Si, 11.6258, 10.4853, 32.0323, -0.0024, -0.001, -0.0245
Si, 1.9567, 1.7642, 32.4864, -0.0083, 0.0145, -0.007
Si, 5.8432, 1.7552, 32.4992, -0.0122, 0.0188, 0.0045
Si, 9.688, 1.7523, 32.477, -0.0038, -0.0111, -0.0121
Si, 13.5539, 1.7211, 32.4122, -0.0063, 0.0009, -0.0188
Si, -0.0189, 8.1517, 32.4405, -0.0028, -0.0013, -0.0192
Si, 3.8726, 8.1812, 32.5142, -0.0018, -0.0128, -0.0128
Si, 7.6952, 8.1509, 32.4852, -0.0049, 0.0171, 0.0007
Si, 11.5874, 8.1679, 32.4858, -0.0018, -0.0019, -0.0114
Si, 0, 2.332, 3.9167, -0.0207, 0.0382, 0.105
Si, 3.8672, 2.332, 3.9167, -0.15, -0.0301, -0.1949
Si, 7.7343, 2.332, 3.9167, 0.0943, -0.1168, -0.2742
Si, 11.6015, 2.332, 3.9167, 0.0358, 0.1291, 0.1428
Si, 1.9336, 8.745, 3.9167, -0.0326, -0.0756, 0.1991
Si, 5.8008, 8.745, 3.9167, -0.1657, 0.0186, 0.1441
Si, 9.6679, 8.745, 3.9167, 0.0527, 0.0497, 0.0993
Si, 13.5351, 8.745, 3.9167, -0.0121, 0.106, 0.3139
Si, 1.927, 6.4164, 4.3419, -0.0014, 0.0084, 0.0076
Si, 5.7776, 6.4159, 4.297, -0.0023, 0.011, 0.0181
Si, 9.7038, 6.4166, 4.3119, 0.0126, 0.0115, 0.0244
Si, 13.5582, 6.4122, 4.3247, 0.003, -0.0071, 0.0168
Si, -0.0056, 12.8237, 4.3291, 0.004, 0.009, 0.0232
Si, 3.8776, 12.8186, 4.3166, -0.0046, 0.0096, 0.021
Si, 7.7208, 12.8219, 4.3257, 0.0033, 0.0046, 0.0316
Si, 11.6007, 12.8275, 4.3242, -0.0009, 0.0044, 0.0264
Si, -0.0008, 5.8395, 5.6094, 0.0062, -0.0192, 0.0033
Si, 3.8666, 5.8497, 5.5784, -0.0202, 0.0015, -0.0025
Si, 7.7337, 5.8173, 5.4483, -0.0106, 0.0118, 0.0161
Si, 11.6411, 5.8633, 5.5788, 0.0008, 0.0042, 0.0071
Si, 1.9461, 12.189, 5.5083, -0.0049, 0.0027, 0.0112
Si, 5.7915, 12.2122, 5.5686, 0.0153, -0.0321, -0.0031
Si, 9.6613, 12.2377, 5.5384, 0.009, -0.0072, 0.0074
Si, 13.5256, 12.2625, 5.5803, 0.0049, -0.0102, 0.0217
Si, 0.0056, 3.4951, 6.0007, 0.0076, 0.002, 0.0137
Si, 3.8312, 3.5062, 5.9492, -0.0101, 0.0163, 0.0233
Si, 7.7453, 3.5008, 5.9363, 0.0003, -0.0069, 0.0205
Si, 11.6118, 3.5254, 5.9978, 0.0118, -0.0009, 0.0249
Si, 1.9075, 9.8769, 6.0194, 0.0034, -0.0115, 0.0079
Si, 5.7513, 9.8987, 6.0116, -0.0014, -0.0049, 0.0106
Si, 9.6647, 9.914, 5.995, -0.0249, -0.0047, 0.0158
Si, 13.5118, 9.9298, 6.0292, -0.0122, -0.0085, 0.0155
Si, 1.9432, 2.8302, 7.2127, -0.0081, -0.0138, -0.0245
Si, 5.7824, 2.8133, 7.038, -0.0091, -0.0251, -0.0142
Si, 9.6542, 2.9239, 7.2032, -0.0123, 0.0087, -0.027
Si, 13.5452, 2.9653, 7.2718, -0.0057, 0.0136, 0.011
Si, -0.0329, 9.3352, 7.3015, 0.0019, 0.0168, 0.0162
Si, 3.8191, 9.3562, 7.3357, -0.0158, 0.0205, 0.0156
Si, 7.7084, 9.3413, 7.2097, 0.0155, 0.012, 0.002
Si, 11.5739, 9.3991, 7.3249, -0.0005, 0.0256, 0.0468
Si, -0.0411, 6.9992, 7.7053, 0.0009, 0.0153, 0.0048
Si, 3.8952, 7.0188, 7.6535, 0.0135, -0.0436, 0.0013
Si, 7.7373, 6.9796, 7.4608, 0.0016, 0.0577, 0.1154
Si, 11.6768, 7.0471, 7.6465, 0.0332, 0.0251, 0.0134
Si, 1.9949, 13.3175, 7.5495, 0.0059, 0.022, 0.0302
Si, 5.7708, 13.3618, 7.6311, 0.0386, -0.0064, 0.0131
Si, 9.6469, 13.4325, 7.567, 0.059, 0.011, 0.0174
Si, 13.5313, 13.4634, 7.6331, 0.0046, 0.0553, -0.0279
Si, 1.949, 6.2964, 8.7685, 0.017, 0.0308, 0.1887
Si, 5.8721, 6.2673, 8.741, -0.0844, -0.0256, -0.0389
Si, 9.6853, 6.3799, 8.6294, 0.0169, -0.0366, -0.0519
Si, 13.5095, 6.4297, 9.0283, 0.0301, -0.031, -0.0152
Si, 0.0404, 12.8132, 8.7354, 0.0248, -0.0002, 0.0038
Si, 3.8613, 12.7518, 8.9232, -0.0237, 0.0286, 0.0346
Si, 7.7403, 12.89, 8.8457, -0.0193, 0.1175, -0.0058
Si, 11.57, 12.9385, 8.844, 0.0046, 0.0272, 0.0288
Si, 1.9593, 4.0444, 9.2432, -0.0166, -0.0575, -0.0701
Si, 5.8186, 3.9402, 9.033, -0.005, -0.0256, -0.0402
Si, 9.63, 4.1332, 9.2408, -0.0023, -0.0707, 0.0452
Si, 13.5334, 4.0975, 9.3898, -0.0042, -0.0529, -0.0438
Si, -0.0705, 10.5558, 9.3673, -0.021, -0.0013, 0.0048
Si, 3.7638, 10.4255, 9.5232, -0.057, 0.0046, 0.0002
Si, 7.6713, 10.5897, 9.2437, 0.0162, -0.1014, 0.0167
Si, 11.5136, 10.6822, 9.3955, -0.0456, -0.0523, 0.0489
Si, 0.056, 3.5152, 10.5694, 0.0258, 0.1102, 0.1683
Si, 3.9674, 3.5221, 10.3947, 0.0515, 0.1618, 0.1995
Si, 7.6434, 3.5359, 10.4265, -0.0361, 0.1371, 0.1438
Si, 11.5238, 3.5329, 10.5449, -0.0575, 0.0828, 0.0955
Si, 1.7042, 10.2134, 10.9042, 0.0236, 0.0716, 0.0333
Si, 5.8453, 9.7122, 10.4246, -0.0299, 0.0984, 0.2033
Si, 9.5265, 10.242, 10.6468, -0.0548, -0.043, 0.0194
Si, 13.4384, 10.3129, 10.7073, -0.0283, -0.0023, 0.0091
Si, 0.39, 1.2447, 10.6645, 0.0228, -0.1213, 0.1113
Si, 3.5327, 1.2508, 10.8837, -0.0279, -0.0694, 0.0791
Si, 8.0314, 1.2633, 10.8889, 0.0076, -0.0933, 0.0793
Si, 11.1854, 1.2579, 10.8994, -0.0245, -0.0973, 0.0724
Si, 1.2574, 7.2193, 11.7283, 0.0506, -0.0198, 0.0758
Si, 6.7776, 7.5046, 10.478, 0.0656, -0.051, 0.225
Si, 9.1867, 7.2448, 10.6953, 0.1825, -0.0199, 0.1632
Si, 13.5904, 7.2226, 11.297, -0.0118, 0.0072, -0.0546
O, 9.5759, 0.1561, 26.5863, 0.0315, -0.0402, 0.0567
O, 1.8558, 0.4594, 26.4075, 0.0619, -0.0144, 0.0593
O, 11.7399, 4.5866, 24.4956, -0.0331, -0.0323, 0.1441
O, 3.7715, 6.3194, 26.8122, -0.0131, 0.0119, 0.0743
O, -0.341, 6.8495, 11.7829, -0.0308, -0.005, -0.0413
O, 1.4914, 8.8148, 11.7219, -0.0143, -0.0146, -0.0333
O, 9.6067, 13.8482, 11.3583, 0.0259, 0.0267, -0.0878
O, 1.9299, 13.9085, 11.2758, -0.0403, 0.0211, -0.1323
O, 4.3965, 13.5548, 12.1969, -0.0274, -0.0075, -0.1098
O, 13.4741, 11.3376, 12.0036, -0.0023, 0.0339, -0.0424
O, 2.0533, 6.6314, 13.0057, -0.0266, 0.0502, -0.1177
O, 6.4671, 7.2894, 12.1072, 0.0505, 0.0903, -0.1747
O, 12.4423, 6.5796, 12.2864, -0.0016, -0.0336, -0.0284
O, 1.5119, 11.2403, 12.1947, 0.0216, -0.0211, -0.152
O, 14.7749, 13.6164, 11.8038, 0.0078, 0, -0.0078
O, 7.0522, 13.5934, 12.1238, 0.047, -0.0078, -0.081
O, 9.032, 10.9644, 12.0602, 0.0487, 0.0257, -0.1468
O, 4.3971, 4.4099, 11.7714, -0.0485, -0.0576, -0.1513
O, 7.1498, 4.3712, 11.8135, 0.0716, -0.0594, -0.1411
O, 0.1256, 3.9272, 12.1969, -0.0021, 0.0211, -0.2243
O, 9.7507, 6.2666, 11.9113, -0.0676, 0.0621, -0.1115
O, 12.0974, 13.5784, 12.1847, -0.0372, 0.0099, -0.071
O, 5.7934, 9.8778, 12.1249, 0.0393, -0.0751, -0.236
O, 11.4071, 4.1902, 12.0792, 0.0053, -0.0289, -0.1018
O, 10.308, 2.9593, 26.0825, -0.0385, 0.018, 0.0784
O, 8.999, 6.3262, 25.357, 0.0383, 0.0682, 0.1228
O, 0.3343, 9.619, 26.0871, -0.0027, 0.0531, 0.0831
O, 6.9455, 0.4756, 25.8947, 0.055, -0.034, 0.0088
O, 7.8549, 9.5243, 25.952, 0.0182, 0.0418, 0.1375
O, 4.3139, 0.8935, 25.2148, -0.0459, -0.008, 0.0566
O, 14.0392, 7.6656, 26.0952, -0.0652, -0.0241, 0.0273
O, 12.1054, 0.4482, 25.7962, -0.0289, 0.0091, 0.0118
O, 1.2041, 7.0654, 26.1135, 0.0436, -0.0063, 0.0291
O, 2.2054, 3.5993, 25.7921, 0.014, 0.0033, 0.2151
O, 11.5338, 9.622, 25.7927, -0.0025, 0.0617, 0.2126
O, 3.7592, 8.961, 26.1643, -0.0269, 0.092, 0.0857
O, 5.8282, 7.4809, 25.6865, 0.0388, 0.0179, 0.0141
O, 14.7377, 0.2346, 25.9643, 0.0464, -0.002, 0.036
O, 5.8647, 2.87, 26.0182, 0.0043, -0.0152, 0.0307
O, 13.5457, 2.521, 26.6156, -0.0019, -0.0792, -0.0235
Si, 16.8934, 2.5927, 21.8028, -0.0746, 0.0108, -0.006
Si, 2.3044, 6.9617, 20.0246, 0.0126, 0.0175, -0.0264
Si, 14.6278, 7.712, 20.0168, 0.0012, -0.0049, -0.0196
Si, 6.3873, 11.9219, 15.1873, -0.031, -0.0844, 0.0684
Si, 14.9171, 12.8435, 17.8688, -0.0034, 0.0186, -0.0393
Si, 1.6854, 1.4563, 19.2285, -0.0092, -0.0019, 0.0291
Si, 12.6551, 5.1447, 23.2388, 0.006, 0.0122, -0.2134
Si, 3.34, 6.4173, 22.9707, 0.0572, -0.0684, -0.0958
Si, 8.7021, 10.5077, 13.6041, -0.0196, -0.0272, 0.1105
Si, 11.9226, 13.1011, 17.339, -0.0036, -0.0232, -0.0249
Si, -1.2764, 9.3823, 15.0054, -0.0021, -0.0124, 0.0952
Si, 7.362, 9.8247, 24.4213, 0.0054, 0.0077, -0.1601
Si, 6.4824, 12.6123, 18.288, 0.0107, -0.0781, -0.0657
Si, 13.5273, 12.88, 12.5281, 0.0653, 0.0311, 0.0522
Si, 14.0994, 5.3902, 18.1815, 0.018, 0.036, -0.0411
Si, 5.7418, 13.9918, 13.0277, -0.0046, -0.0201, 0.1511
Si, 6.1104, 5.9656, 22.2135, 0.0179, -0.009, -0.0637
Si, 2.752, 9.176, 18.062, 0.0251, -0.0434, -0.0507
Si, 5.1875, 6.5476, 14.7769, -0.0366, 0.0438, 0.095
Si, 10.5183, 3.478, 24.5474, 0.0169, -0.0108, -0.2137
Si, 7.026, 1.4018, 22.2485, 0.0723, -0.0383, -0.1086
Si, 10.3851, 14.3407, 19.5417, 0.0454, -0.0186, 0.0494
Si, 13.5113, 1.2441, 25.6321, -0.0065, 0.0744, -0.0444
Si, 6.3614, 8.63, 13.0535, -0.034, 0.0027, 0.1729
Si, -0.5759, 6.4011, 15.3173, 0.1305, -0.0162, 0.0771
Si, 3.5028, 11.9613, 18.1652, 0.0166, -0.0087, -0.0868
Si, 11.1007, 5.6914, 12.6446, -0.0881, 0.0296, 0.0373
Si, 7.1381, 8.7078, 21.7355, 0.0029, -0.0139, -0.1071
Si, 8.5075, 5.5946, 23.9791, -0.0387, -0.0102, -0.1597
Si, 10.0434, 8.162, 17.0881, -0.0448, 0.0005, 0.0668
Si, 15.2615, 0.7923, 14.7899, 0.06, 0.0555, 0.0353
Si, 5.8505, 1.4745, 25.1803, 0.0895, 0.0562, -0.0117
Si, 0.0662, 8.0988, 25.5724, 0.0804, -0.0459, -0.0987
Si, 15.2526, 9.771, 17.9132, -0.0005, -0.0371, -0.0091
Si, 11.5786, 9.1918, 24.2175, -0.0001, 0.0017, -0.158
Si, 11.7437, 3.2851, 17.5263, -0.0184, 0.0203, 0.008
Si, 1.4102, 4.3062, 19.3473, -0.017, 0.012, 0.0204
Si, 3.7494, 10.516, 15.647, 0.0473, 0.0029, -0.0033
Si, 7.4008, 11.4744, 20.9254, -0.0035, -0.0038, 0.0027
Si, 7.3796, 2.3117, 19.5345, -0.0155, 0.0161, 0.0273
Si, 14.5537, 2.9123, 23.331, 0.0446, 0.0374, -0.1438
Si, 14.0814, 7.901, 23.1674, -0.0417, -0.0271, -0.0463
Si, 10.6384, 6.9361, 22.4892, 0.0217, -0.0027, -0.136
Si, 7.6267, 6.5727, 16.7241, -0.0506, 0.0325, -0.0005
Si, 1.7651, 3.9905, 24.2668, -0.0811, 0.0115, -0.2181
Si, 10.2733, 5.498, 15.7823, -0.0791, 0.0548, 0.1517
Si, 4.7604, 8.4888, 24.9557, -0.0272, 0.0041, -0.0912
Si, 9.487, 11.2715, 23.023, -0.0053, 0.0455, -0.1284
Si, 7.7278, 5.3413, 19.5394, 0.0239, 0.1249, -0.0149
Si, 9.5125, 7.576, 20.0469, 0.0126, 0.0156, -0.0424
Si, 2.1639, 5.9499, 14.4797, 0.0341, -0.0335, 0.1867
Si, 0.2705, 3.878, 13.8216, 0.0465, -0.0118, 0.2027
Si, 1.2526, 11.0942, 13.8148, 0.0653, -0.0385, 0.126
Si, 11.3299, 10.5364, 15.462, -0.0236, -0.0514, 0.0706
Si, 10.1905, 1.2754, 22.5373, -0.0758, -0.043, -0.0433
Si, 5.7579, 4.2354, 12.6892, -0.0112, 0.071, 0.072
O, 10.8407, 6.8319, 16.5538, 0.0127, -0.041, -0.0544
O, 13.0194, 4.1847, 18.0042, -0.0122, -0.0232, 0.0144
O, 15.4848, 2.3694, 14.399, -0.0146, -0.0238, -0.0652
O, 14.32, 9.5503, 16.6155, -0.0068, 0.0101, -0.0163
O, 2.712, 7.017, 21.5944, -0.0056, 0.0061, 0.0225
O, 10.9237, 1.3248, 21.0749, -0.0042, 0.0082, -0.0293
O, 10.8685, 4.1458, 16.457, 0.009, -0.0266, -0.0078
O, 7.7532, 11.5596, 14.393, 0.0025, 0.0337, -0.0439
O, 0.1288, 1.0065, 18.9784, 0.004, 0.0031, 0.0316
O, 13.6928, 1.8038, 24.1321, -0.0386, -0.0372, 0.0813
O, 6.7204, 12.6993, 21.76, -0.023, 0.0186, 0.0445
O, 15.5888, 3.8423, 24.2244, -0.0078, -0.01, 0.0722
O, 5.7598, 0.41, 14.4647, -0.0176, 0.0829, -0.128
O, 11.0348, 7.6819, 23.8801, 0.0138, -0.0184, 0.0971
O, 10.0921, 8.2391, 18.7035, -0.0009, 0.0052, 0.0059
O, 2.6703, 0.4531, 18.4894, 0.0091, 0.0115, -0.0055
O, 5.9901, 7.5806, 21.9421, 0.0076, 0.0016, 0.029
O, 8.6305, 5.483, 15.983, 0.0362, -0.0095, -0.0206
O, 6.5051, 10.1423, 21.2742, 0.0015, 0.0211, 0.007
O, -0.2865, 0.679, 16.4052, -0.0123, -0.0246, -0.0116
O, 6.9301, 5.5695, 23.5837, 0.0406, 0.0098, 0.0583
O, 11.529, 12.0189, 16.1645, 0.0051, 0.0383, -0.0054
O, 0.7202, 7.2891, 19.9825, 0.003, 0.0029, 0.0102
O, 6.2077, 1.7323, 23.6101, -0.0566, 0.0117, 0.1334
O, 6.611, 2.3717, 20.9894, -0.0034, -0.006, 0.0026
O, 8.1473, 11.2243, 24.0064, -0.0444, -0.0214, 0.0914
O, 5.2843, 10.6976, 15.0882, 0.0201, 0.0163, -0.0127
O, 15.5215, 4.7114, 18.5667, 0.0089, -0.0219, 0.0039
O, 6.5427, 14.2442, 18.4538, 0.0044, 0.027, 0.0117
O, 14.2119, 6.2021, 16.7725, -0.0235, -0.0083, 0.0135
O, 6.7946, 12.226, 16.7374, 0.0073, 0.0175, 0.0127
O, 10.8023, 13.1157, 18.5365, -0.0034, 0.0066, -0.003
O, 2.9122, 10.6047, 18.8417, 0.0013, 0.0261, 0.0519
O, -1.2088, 7.7696, 14.6493, -0.0284, 0.0094, -0.0554
O, 16.6269, 3.9689, 20.9377, 0.0153, -0.0194, -0.0063
O, 3.8367, 7.7023, 23.8653, 0.0411, 0.0725, 0.0758
O, 6.1524, 6.6006, 16.0722, 0.0283, 0.012, -0.0285
O, 10.9137, 2.9211, 18.893, 0.0086, 0.0106, -0.0014
O, 10.1523, 10.5141, 14.3367, 0.0014, -0.0181, -0.0557
O, 9.2219, 5.9549, 19.8806, -0.0293, -0.0599, -0.008
O, 8.9344, 11.2025, 21.471, 0.0215, 0.0003, 0.024
O, 12.0964, 1.8368, 16.8031, 0.0088, -0.0097, -0.0107
O, 8.4547, 8.0087, 16.6411, 0.0229, -0.0179, -0.0066
O, 10.7684, 5.5894, 14.2336, 0.0772, 0.0067, -0.1575
O, 9.0818, 4.0746, 24.044, 0.0157, -0.0302, 0.0826
O, 4.5954, 5.4568, 22.5177, -0.0268, 0.0254, 0.0377
O, 14.4863, 9.1289, 19.2059, -0.005, 0.0011, -0.0025
O, 13.5976, 6.4039, 23.649, 0, 0.0396, 0.059
O, 1.7822, 4.3552, 14.2977, -0.0486, -0.0122, -0.1002
O, 7.878, 8.8218, 23.2149, -0.0089, 0.0032, 0.1015
O, 7.8531, 9.0774, 13.6191, -0.0281, -0.0027, -0.0721
O, 13.3177, 12.6717, 18.0656, -0.0055, 0.0014, 0.034
O, 13.1084, 9.147, 23.6373, 0.0113, -0.0032, 0.0595
O, 14.6892, 5.0113, 14.4381, -0.0417, -0.0032, -0.0866
O, 15.4171, 2.0608, 22.2528, 0.0306, 0.0177, 0.0386
O, 2.6104, 10.4444, 14.4803, -0.0285, 0.0095, -0.0342
O, 10.9456, 2.3111, 23.5218, 0.0156, 0.0051, 0.0819
O, 1.0173, 12.6321, 14.3275, -0.0146, 0.0137, -0.0548
O, 5.0064, 12.1164, 18.7164, -0.016, 0.0197, 0.0458
O, -1.7335, 6.507, 19.3345, -0.0007, 0.0104, 0.0164
O, 2.3257, 2.9219, 23.1342, 0.0045, -0.0001, 0.0369
O, 5.7499, 5.3345, 13.8643, 0.0283, -0.0932, -0.1259
O, 8.7809, 14.342, 19.6844, -0.0188, -0.0042, -0.0267
O, 6.7558, 5.3537, 20.8491, -0.0149, -0.0108, 0.0089
O, 5.7296, 2.7532, 13.3716, 0.0133, 0.0064, -0.0751
O, 7.2435, 6.2456, 18.2775, -0.006, -0.0337, 0.029
O, 10.3278, 12.6391, 23.2154, 0.0002, 0.0205, 0.0643
O, 11.6228, 5.6896, 22.1111, -0.0136, 0.0222, 0.0888
O, 5.7011, 9.731, 24.3779, 0.0093, -0.0139, 0.0572
O, 3.4517, 11.8551, 16.5368, -0.0051, 0.0108, 0.0239
O, 10.5933, 10.1446, 23.3533, 0.0327, -0.0172, 0.0812
O, 12.7035, 10.0194, 14.714, 0.0112, 0.009, -0.0563
O, 15.5153, 8.1138, 23.9316, 0.0389, 0.0054, 0.1243
O, -0.0596, 10.1691, 14.2194, -0.0208, 0.0053, -0.0712
O, 10.8155, 9.4927, 16.6021, 0.0105, 0.0277, -0.0245
O, 8.6094, 14.4709, 22.5105, 0.0138, -0.002, 0.0217
O, 3.6296, 6.2084, 15.1314, -0.0185, -0.0007, -0.0708
O, 7.4709, 11.8061, 19.3244, -0.0079, 0.0202, -0.0243
O, 10.6425, 7.8901, 21.1799, -0.0311, -0.0363, 0.036
O, 3.6518, 9.2199, 16.6744, -0.0459, 0.0266, 0.0387
O, 1.9702, 2.9527, 18.6324, -0.0052, -0.0222, -0.0248
O, 5.2918, 8.0707, 14.1592, 0.0527, 0.0212, -0.0944
O, 3.173, 8.0026, 19.1071, -0.0091, -0.004, 0.0082
O, 13.5343, 3.9457, 22.5934, 0.0067, -0.0362, 0.0957
O, 7.7144, 3.8053, 19.0053, -0.0039, -0.0395, -0.0164
O, 11.5276, 6.7074, 26.5721, -0.0389, 0.0369, 0.0487
O, 14.1744, 7.9513, 21.5532, 0, 0.0036, 0.0215
O, 13.8571, 13.052, 14.1253, -0.0748, -0.0432, -0.1094
O, 8.1266, 8.2818, 20.5213, -0.013, 0.0178, 0.0356
O, 2.5206, 5.4974, 19.3218, -0.0004, 0.0086, -0.0115
O, 15.5683, 11.3616, 18.0747, 0.0049, 0.0038, 0.0097
O, 9.1436, 6.3501, 22.6868, -0.0274, -0.0209, 0.0979
O, 1.1893, 8.9941, 17.6413, -0.0179, 0.0131, -0.0035
O, 1.0491, 6.616, 15.4798, -0.041, 0.0064, -0.0638
O, 17.5288, 1.4589, 20.8301, 0.0029, 0.006, -0.0243
O, 2.2892, 5.4829, 23.8191, -0.0182, -0.0163, 0.0729
O, 9.2226, 6.994, 27.8303, 0.0027, 0.0197, 0.0791
O, 13.4028, 8.8365, 11.4253, 0.0189, 0, -0.043
O, 3.7145, 11.4131, 26.2812, -0.0401, 0.1723, 0.0923
O, 6.2342, 5.2632, 26.8937, -0.0308, -0.0208, 0.0643
O, 4.1449, 13.4216, 27.8355, -0.0992, -0.0143, 0.0709
O, 1.9934, 6.7032, 10.3858, 0.0157, 0.0205, -0.1552
O, 13.7012, 5.16, 26.8167, -0.0193, -0.0555, 0.1049
O, 9.8925, 8.6882, 11.0801, -0.1551, -0.0496, -0.1234

Results
free energy: -249725.768 eV
free energy less fixed offsets of O -568.88, Si -635.61 eV per atom: -6.008 eV

The program warned: the cutoff lies below the one the program advises for these potential files; the forces do not sum to zero within the program's tolerance; the exchange-correlation potential is rough where the density is thin.
